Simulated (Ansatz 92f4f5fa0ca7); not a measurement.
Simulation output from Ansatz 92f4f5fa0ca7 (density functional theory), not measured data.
Periodic cell of 256 atoms, Si144O112, from a study of silicon, its oxide and their interface. The atomic structure is a simulated model.
This geometry differs little from another in the collection (a relaxation step or a small displacement).

Settings: functional r2SCAN; potential files Ansatz PAW; basis plane waves; wave-function cutoff 800 eV; density cutoff ratio 5; exchange-correlation grid ratio 1; k mesh 1 x 1 x 1, shifted by 0.5 0.5 0 of a step; self-consistency stop 1e-10 eV per atom in the density residual; occupations fixed; spin none; net charge 0.

Cell vectors (angstrom)
a  10.88  0  0
b  0  10.88  0
c  -2.624  -4.872  36.0009

Atoms: element, x, y, z (angstrom)
Si  1.0826  -1.0717  -0.1229
Si  4.0586  1.4671  -0.0742
Si  0.8476  4.6692  0.018
Si  4.5278  -4.4101  0.1559
Si  -3.5327  -1.8731  0.0418
Si  -1.1604  1.1603  0.0099
Si  6.5843  4.0716  0.3993
Si  -1.3816  -4.0766  0.4201
Si  2.6756  0.0637  1.2201
Si  5.3351  2.5848  1.5779
Si  2.6665  -5.3524  1.3091
Si  5.5961  -2.7597  1.3876
Si  -2.6536  -0.0807  1.3428
Si  -0.0517  2.8302  1.2702
Si  8.1283  5.3649  1.5983
Si  0.0801  -2.6135  1.4371
Si  1.3412  1.4318  2.6428
Si  3.9529  4.0805  2.7517
Si  1.433  -3.9962  2.7592
Si  4.1105  -1.3258  2.5897
Si  6.8296  1.243  2.7493
Si  9.5364  4.0188  2.8311
Si  6.7945  6.7816  2.8887
Si  -1.3141  -1.3216  2.8104
Si  0.0261  0.078  4.0901
Si  2.6607  2.7194  4.1136
Si  0.0458  -5.4193  4.0814
Si  2.795  -2.6554  4.0702
Si  5.4402  -0.0572  4.0786
Si  8.1529  2.6511  4.1203
Si  5.3679  5.4143  4.1241
Si  8.1974  -2.7119  4.1535
Si  1.3423  -1.3485  10.8883
Si  4.0755  1.3756  10.8712
Si  1.3387  4.083  10.8206
Si  4.1292  -4.086  10.837
Si  6.7965  -1.3915  10.8143
Si  -1.3252  1.3641  10.8391
Si  6.8164  4.1165  10.9256
Si  -1.3842  -4.0939  10.9199
Si  2.7048  0.0255  12.2233
Si  5.4354  2.7433  12.2247
Si  2.752  5.4092  12.1218
Si  5.4765  -2.7376  12.2203
Si  -2.6958  -0.0418  12.1109
Si  -0.0099  2.756  12.2165
Si  8.1596  5.4572  12.3558
Si  -0.023  -2.7226  12.2442
Si  1.3894  1.4268  13.5737
Si  4.0686  4.0942  13.5773
Si  1.3998  -4.1238  13.4653
Si  4.0574  -1.3724  13.5199
Si  -4.0453  1.3261  13.4336
Si  -1.3688  4.0518  13.6911
Si  6.8137  -4.0287  13.7272
Si  -1.404  -1.3614  13.5797
Si  -0.2395  0.2658  14.7572
Si  2.5473  2.9609  14.9705
Si  0.3487  -5.6848  14.8346
Si  2.8994  -2.9535  14.8086
Si  5.6401  -0.1727  14.7293
Si  -2.5467  2.3621  14.8883
Si  5.1145  5.7206  14.8934
Si  -2.996  -2.3439  15.0442
Si  2.2445  5.1534  -8.0285
Si  3.8933  1.09  17.0227
Si  1.6655  4.0391  24.7673
Si  5.4745  2.0815  -5.2049
Si  7.0378  0.9933  24.7691
Si  3.0886  2.9797  -9.5574
Si  5.8573  -0.2295  -2.0887
Si  4.7781  -2.158  21.0073
Si  0.8788  4.8698  20.0401
Si  5.444  0.5833  19.643
Si  1.5515  -1.1926  -3.2126
Si  -2.3787  0.9377  19.5593
Si  0.7497  -0.1508  22.1663
Si  1.5941  -1.084  16.9106
Si  7.6682  0.1664  -6.3143
Si  -0.8282  -1.6272  -5.1826
Si  4.3105  -2.2073  -4.1399
Si  5.873  5.3721  17.8429
Si  -0.6387  -4.5616  -8.2272
Si  1.212  -2.6972  23.6403
Si  5.2885  4.8479  22.5932
Si  7.2961  4.0413  24.3705
Si  3.061  2.4989  -6.8784
Si  -2.2315  0.0888  22.3055
Si  8.153  -3.3146  18.0108
Si  1.5114  -1.0608  -10.3856
Si  5.9848  -2.3918  -6.6924
Si  -0.6678  -5.3992  17.5845
Si  -0.8037  0.2954  -9.7542
Si  7.67  -2.4875  20.8679
Si  4.7044  -4.0222  -8.9728
Si  4.2448  2.0814  21.9713
Si  -0.6056  -3.6178  21.3125
Si  3.5853  -4.5483  24.6936
Si  -2.5254  -4.2406  -5.8013
Si  3.8834  -4.8704  20.108
Si  0.0873  -1.0397  19.5579
Si  7.7291  2.2744  -2.0172
Si  4.471  -0.4357  23.6261
Si  7.7907  1.8377  -9.0018
Si  2.7076  1.5699  -4.184
Si  1.4932  2.7512  21.9276
Si  4.7927  -4.8432  -2.6909
Si  0.1548  -1.6576  -7.9397
Si  7.9696  3.3261  17.6894
Si  7.1001  4.4356  -3.9385
Si  5.9929  4.123  -9.5774
Si  2.7473  3.6552  -2.1214
Si  1.396  -1.3157  5.4111
Si  4.0881  1.3536  5.4105
Si  1.3471  -6.7847  5.4838
Si  4.0716  -4.0574  5.4742
Si  6.7957  -1.3749  5.482
Si  9.5258  1.3558  5.4962
Si  6.7778  4.0475  5.4307
Si  9.562  6.7932  5.4609
Si  2.7408  0.0109  6.7872
Si  5.4337  2.7031  6.7996
Si  2.7142  -5.4211  6.8302
Si  5.4467  -2.7311  6.8357
Si  8.1559  -0.0051  6.8349
Si  -0.0148  2.7401  6.8353
Si  8.1649  5.4189  6.7677
Si  0.0387  -2.6961  6.7836
Si  1.3758  1.36  8.1353
Si  4.0899  4.079  8.1561
Si  1.3585  -4.0532  8.1791
Si  4.0752  -1.35  8.1626
Si  6.7985  1.3725  8.1798
Si  -1.3808  4.0931  8.1744
Si  6.8246  -4.1073  8.1371
Si  9.5334  -1.3762  8.1564
Si  0.0193  0.0008  9.4883
Si  2.715  2.7176  9.4974
Si  -0.0266  -5.4119  9.5157
Si  2.728  -2.7046  9.5389
Si  5.4312  0.0061  9.5149
Si  8.1541  2.7409  9.5461
Si  5.4776  5.4272  9.5006
Si  8.1741  -2.7571  9.5002
O  5.5584  5.0309  16.2966
O  -2.2093  -3.5657  21.537
O  4.9434  5.2859  21.0918
O  0.0538  -1.4103  -3.8298
O  -0.0266  0.0808  -0.4508
O  0.4205  -0.3929  16.0738
O  4.6485  2.2854  -6.5882
O  3.7176  -3.2817  20.4881
O  -0.3391  -5.1149  -0.3631
O  -2.6258  0.6589  23.7536
O  3.8441  0.8971  22.9862
O  5.4993  5.1767  -0.0979
O  3.4394  2.6225  -1.0657
O  1.4192  4.0738  15.3815
O  -1.3586  1.3186  15.3163
O  5.3808  1.5581  20.9475
O  6.0526  3.5468  -4.8129
O  -2.2178  2.2974  18.7159
O  6.262  5.3601  -2.8908
O  2.0119  0.3451  -3.4203
O  6.6807  2.5624  24.5958
O  2.1466  4.2958  -9.4127
O  0.318  -1.7075  -6.3433
O  5.5682  -1.0807  -10.8372
O  2.968  2.3857  -11.019
O  6.9989  0.4035  19.2317
O  5.8814  -0.0196  24.2917
O  -0.2867  -2.3958  20.3241
O  2.1769  -2.3728  16.1462
O  2.2532  1.6746  -5.7401
O  2.6622  4.0887  -6.8589
O  5.0345  0.609  16.0059
O  6.7068  -1.2512  15.3239
O  4.0165  -4.024  15.3303
O  -0.9222  -5.2752  -9.6576
O  -0.7754  -0.5684  22.4795
O  1.4317  4.2747  -1.4407
O  -1.6132  1.6906  -9.7071
O  8.0672  5.3989  -4.8024
O  3.189  2.4089  16.3827
O  -0.1869  -5.0331  20.7199
O  6.7749  1.0391  -9.9763
O  0.9159  1.393  22.5876
O  4.6416  -3.7736  -3.8882
O  4.7081  -4.898  23.5875
O  2.2207  2.8974  -3.4317
O  3.3983  -4.6098  -8.2152
O  0.522  4.8428  18.4646
O  0.2252  -3.4965  22.6724
O  1.6189  -1.2661  22.9574
O  -1.7844  1.6676  -1.4165
O  1.6621  3.7648  23.1762
O  5.3268  -2.8412  -8.0844
O  0.71  0.3737  -10.3705
O  -2.4549  -2.6435  16.5608
O  4.4567  -3.8954  -1.4003
O  -1.5752  -0.8829  -10.5764
O  7.0426  3.1581  -0.8602
O  4.8193  -0.8807  19.9969
O  3.0148  -1.022  -10.8976
O  4.552  -1.6043  22.5137
O  -0.6688  -2.9573  -8.4388
O  -1.7618  -4.8683  -7.0988
O  7.9546  1.1994  -7.5286
O  0.9297  -1.5291  18.2932
O  7.9582  -2.3159  19.2698
O  4.8  0.3427  -1.0045
O  2.5121  -3.581  23.9682
O  -0.6728  -0.2993  -8.2478
O  6.8205  -4.2077  17.9051
O  6.8474  -1.2996  -1.3928
O  2.6944  1.9427  -8.3622
O  4.5079  -5.1626  18.6379
O  -1.9054  -0.4155  -5.4933
O  2.4091  5.3614  20.2308
O  2.895  2.4427  21.1769
O  4.6149  3.3875  -9.2128
O  2.7804  -0.0493  17.1942
O  6.705  4.0776  18.3878
O  0.6225  3.4339  20.7531
O  -0.1173  -4.862  16.1666
O  -1.412  -4.1928  18.349
O  5.09  -1.0976  -3.2259
O  7.7106  -1.0895  21.6976
O  6.9156  -1.1054  -6.9569
O  6.1713  3.9411  -11.1652
O  6.6627  0.9878  -5.3328
O  -1.6193  -3.054  -5.1326
O  7.2524  3.3696  -8.8636
O  3.7425  4.8107  -2.6367
O  1.5066  -1.6187  -8.8437
O  4.3478  1.5419  -4.1378
O  4.2845  -3.357  -10.397
O  2.702  -2.0584  -3.962
O  1.5425  -1.5769  -1.623
O  8.0367  3.3299  -3.2009
O  4.8073  -1.9692  -5.6623
O  4.6452  3.3793  22.8296
O  5.8292  -5.1921  -9.1778
O  4.5971  1.304  18.4625
O  7.5198  2.6576  16.281
O  1.0423  -0.2031  20.5709
O  -1.7756  4.3721  17.245
O  6.9095  -3.6088  -6.1619
O  -1.9782  3.9829  24.6146
O  -2.2313  1.2432  21.158
O  6.7609  1.0632  -2.5275
O  6.8687  4.6134  22.9068
O  6.1593  -2.9979  21.0111
O  0.8239  -5.0359  -7.7029
O  -2.4283  -3.0448  -0.3711
O  -1.2059  -0.1263  19.165

Results
free energy: -155991.489 eV
free energy less fixed offsets of O -570.45, Si -639.56 eV per atom: -4.449 eV

Forces (eV/angstrom), in the order of the atoms: element, x, y, z
Si  0.0096  -0.0073  -0.0396
Si  -0.0006  0.0029  -0.0331
Si  0.0004  0.0022  -0.0286
Si  0.0013  0.0005  -0.035
Si  -0.0019  0.002  -0.0292
Si  -0.0037  0.0029  -0.0256
Si  0.0053  -0.0064  -0.0233
Si  0.0019  -0.0014  -0.0177
Si  -0.0007  0.0016  0.0028
Si  0.0031  -0.0002  0.0085
Si  0.0007  0.0009  0.0024
Si  0.0014  0.0003  0.0042
Si  0.0022  -0.0012  0.0064
Si  0  -0.0003  0.0015
Si  0.0023  0.0004  0.0036
Si  -0.0022  -0.0012  0.0061
Si  0.0009  0.0008  0.0006
Si  0.002  0.0022  0.0002
Si  -0.0001  -0.001  -0.0005
Si  0.0002  -0.0008  -0.0021
Si  -0.0027  -0.0002  0.0003
Si  -0.0005  0  0.0017
Si  -0.0004  0.0004  -0.002
Si  0.0004  -0.0002  -0.001
Si  -0.0005  -0.0002  -0.0003
Si  -0.0011  -0.0012  0.0004
Si  -0.0003  0.0003  -0.0022
Si  0.0011  -0.0003  0.0005
Si  0.0005  0.0004  -0.0001
Si  -0.0001  0.0002  0.001
Si  -0.0024  -0.0014  0.0012
Si  0.0004  0.0008  0.0018
Si  -0.0017  0.0007  -0.0005
Si  -0.0002  -0.0005  -0.0013
Si  -0.0001  0.0011  0.0009
Si  0  -0.0015  0.0011
Si  -0.0004  0.0004  0.0013
Si  -0.0006  -0.0012  0.0007
Si  -0.0011  0.0007  -0.0002
Si  -0.0003  0.0003  0.0001
Si  0.0002  0.0001  -0.0002
Si  -0.0003  0.0009  0.0004
Si  -0.0014  0.0001  0.0002
Si  0.0002  0  0.0009
Si  -0.0008  0.0004  -0.0008
Si  -0.0007  0.0015  -0.0006
Si  -0.0006  0  -0.0023
Si  -0.0004  -0.0009  -0.0005
Si  0.0013  -0.0017  0.0041
Si  0  -0.0025  0.0022
Si  -0.0022  0.0007  0.0042
Si  -0.0019  0.002  0.0046
Si  -0.0003  0.003  0.0065
Si  -0.0008  0.0014  0.0024
Si  0.001  -0.002  0.0065
Si  0.0002  -0.0016  0.0037
Si  -0.0028  0.0003  -0.019
Si  -0.0039  0.0045  -0.0233
Si  0.0015  -0.0032  -0.0223
Si  0.0029  -0.0021  -0.0223
Si  0.0014  -0.0043  -0.0205
Si  0.0049  -0.0019  -0.0279
Si  -0.0019  0.0047  -0.0275
Si  -0.0049  0.0045  -0.0274
Si  0.0034  -0.0032  0.0159
Si  -0.0032  0.0025  -0.0292
Si  -0.0018  0.0005  0.0293
Si  -0.0024  -0.0002  -0.0036
Si  0.0002  -0.003  0.0262
Si  -0.0024  -0.004  0.0272
Si  -0.0065  -0.0029  -0.0378
Si  -0.0018  0.0016  0.0155
Si  -0.0005  0.0001  0.0115
Si  -0.0006  -0.003  0.0118
Si  0.0003  0.0016  -0.0395
Si  0  -0.0009  0.006
Si  -0.0019  -0.0016  0.0345
Si  -0.0003  0.0004  -0.0264
Si  -0.0039  0.0006  0.0045
Si  -0.0054  -0.0005  -0.0094
Si  0.0038  0.0013  -0.0256
Si  -0.0028  0.0018  -0.0161
Si  -0.0044  0.0035  0.0211
Si  -0.0091  -0.001  0.034
Si  0.0079  0.0001  0.03
Si  0.0303  -0.0004  0.0294
Si  -0.0004  -0.0054  0.0151
Si  0.0084  -0.0046  0.0252
Si  -0.0027  -0.0003  -0.0196
Si  -0.0017  -0.0025  0.0249
Si  -0.0042  0.0039  0.0077
Si  0.0068  0.0057  -0.0137
Si  0.0023  0.0048  0.027
Si  -0.0012  -0.0005  0.0216
Si  0.0034  0.0056  0.0234
Si  -0.0065  0.0014  0.0276
Si  0.0079  -0.0023  0.0303
Si  0.0019  -0.0016  0.0303
Si  -0.0016  -0.0001  -0.0021
Si  -0.0063  0.0035  0.0171
Si  0.0017  0.0011  0.0156
Si  -0.0047  0.0095  -0.041
Si  0.0079  0.0055  0.0339
Si  0.0056  -0.001  0.0229
Si  0.013  0.002  -0.0162
Si  0.0008  -0.0015  0.0241
Si  0.0081  -0.0012  -0.0377
Si  0.0035  0.0004  0.0193
Si  -0.0043  -0.0016  -0.0138
Si  0.0007  0.0043  -0.0207
Si  -0.0076  -0.0033  0.0175
Si  -0.0005  -0.0041  -0.0411
Si  0  -0.0006  -0.0014
Si  -0.0003  0.0005  -0.0009
Si  -0.0003  -0.0001  -0.0007
Si  -0.0002  -0.0001  -0.0004
Si  -0.0008  -0.0005  -0.0008
Si  -0.0011  0.0002  -0.001
Si  0.0007  0.0015  0.0005
Si  -0.0004  -0.0002  0.0011
Si  -0.0006  -0.0001  -0.0005
Si  0.0002  0.001  -0.0006
Si  -0.0001  0.0004  -0.0012
Si  -0.0007  0.0002  -0.0005
Si  -0.0008  0.0003  -0.0012
Si  -0.0001  0.0001  -0.0005
Si  -0.001  0.0003  0.0006
Si  0.0003  0.0004  -0.0014
Si  -0.0003  0.0005  -0.0007
Si  -0.0009  0.0001  -0.0006
Si  -0.0007  0.0001  -0.0004
Si  -0.0007  -0.0002  -0.0013
Si  -0.0002  0.0001  -0.0003
Si  -0.0008  0.0002  -0.0001
Si  -0.0002  -0.0003  0.0001
Si  -0.0006  -0.0003  -0.0007
Si  0.0005  -0.0002  -0.001
Si  -0.0001  -0.0005  -0.001
Si  -0.0015  -0.0004  0.0006
Si  -0.0003  0.001  -0.0017
Si  -0.0015  0.0009  -0.0008
Si  -0.0008  0.0021  -0.001
Si  0.0013  0  0.0004
Si  -0.0006  -0.0012  -0.0005
O  0.0048  -0.0093  0.0266
O  0.0007  0.005  -0.009
O  -0.0019  0.0017  -0.0167
O  0.006  0.0025  0.0114
O  -0.0012  0.005  0.0164
O  0.0148  -0.0091  0.0256
O  -0.0005  0.0039  -0.0047
O  -0.0015  -0.0007  -0.0029
O  -0.003  0.0013  0.0166
O  0.0035  -0.0018  -0.0156
O  -0.001  0.0042  -0.0117
O  -0.0001  -0.0047  0.0019
O  0.0078  -0.0141  0.0315
O  -0.0007  -0.0018  0.0061
O  -0.0026  0.0029  0.0086
O  0.004  -0.0045  -0.0132
O  0.0003  0.0011  0.0096
O  0.0005  0.0021  0.0015
O  -0.005  0.0027  0.0109
O  -0.0018  -0.0031  0.0124
O  -0.0014  0.0001  -0.0083
O  -0.0004  0.0006  -0.0093
O  -0.0026  0.0021  -0.009
O  -0.0001  0.0048  -0.0133
O  0.0047  -0.0084  -0.029
O  0.0004  -0.0014  -0.0018
O  -0.0088  -0.0044  -0.0264
O  -0.0027  0.0022  -0.0083
O  -0.0075  0.0122  0.0232
O  0.0048  0.0014  0.0055
O  -0.0017  0.0079  -0.0067
O  -0.014  0.008  0.0272
O  0.0008  -0.0017  0.0095
O  -0.0011  0.0004  0.008
O  -0.0094  0.0005  -0.0217
O  -0.009  0.0057  -0.0105
O  -0.0134  0.0113  0.0375
O  0.0005  0.0007  -0.0096
O  0.001  0.0033  0.0041
O  0.0065  -0.0114  0.0268
O  0.0024  -0.0004  -0.0046
O  -0.0077  -0.0051  -0.0214
O  -0.0005  -0.0049  -0.0111
O  0.0013  -0.0044  0.0163
O  0.0045  -0.0019  -0.013
O  0.0015  0.0068  0.0204
O  -0.0027  0  -0.0047
O  0.0023  -0.0036  0.0024
O  -0.0067  0.0031  -0.0228
O  -0.0007  0.0047  -0.0061
O  0.0124  -0.0078  0.0317
O  -0.0031  -0.0057  -0.0247
O  -0.003  -0.0038  -0.01
O  0.0006  -0.0016  -0.0083
O  0.0066  -0.0082  0.0335
O  -0.0042  0.0021  0.0432
O  -0.0049  -0.0073  -0.0219
O  -0.0138  0.0137  0.0347
O  -0.0016  0.0038  -0.0047
O  0.0061  -0.0014  -0.0113
O  0.0003  -0.0024  -0.0149
O  0.0005  -0.0068  -0.0158
O  0.0028  0.007  -0.008
O  -0.0027  -0.0008  -0.0112
O  -0.0052  0.0007  0.0055
O  -0.0003  0.0021  0.0019
O  -0.0103  0.0116  0.0258
O  0.0021  -0.0016  -0.0102
O  -0.0004  0.002  -0.0157
O  0.0032  0.0002  -0.0002
O  0.0123  -0.0109  0.0323
O  0.0015  0.0029  -0.0088
O  -0.0013  0.0011  0.0007
O  0.0026  -0.0002  0.0024
O  0.0013  0.0002  -0.004
O  0.0004  -0.002  -0.0093
O  0.0124  0.0078  -0.0067
O  -0.0003  0.0001  0.0047
O  0.0031  -0.0046  0.0083
O  -0.0027  0.0021  -0.011
O  -0.0076  0.0065  0.0238
O  -0.0058  -0.0013  0.0091
O  0.0098  0.0115  0.022
O  0  -0.0035  -0.0063
O  0.0032  0.0037  -0.0027
O  0.0024  0.0033  -0.0152
O  0.0022  -0.0022  -0.0034
O  -0.0011  -0.002  0.0018
O  -0.0017  -0.0009  -0.0089
O  -0.0025  -0.0018  0.0081
O  0.0007  0.0039  -0.0132
O  0.0089  0.0006  0.0073
O  -0.0002  0.0081  -0.0165
O  -0.0046  0.0016  0.0124
O  -0.0053  0.0044  0.048
O  0.0033  -0.0121  0.0137
O  0.0009  -0.0027  0.0084
O  -0.0004  -0.0022  -0.0107
O  0.0021  -0.0077  -0.0098
O  0.0001  0.0011  0.0088
O  -0.0079  0.0056  0.0275
O  -0.0009  0.0026  -0.0144
O  -0.0072  -0.0122  -0.0035
O  0.0034  -0.0055  0.0018
O  0.0129  0.0001  -0.0139
O  -0.0042  0.003  -0.0081
O  0.0033  -0.0019  0.0075
O  -0.0053  0.0041  -0.0168
O  0.0024  -0.0006  -0.0049
O  -0.0024  -0.0008  -0.0026
O  0.0005  -0.0013  0.0156
O  0  -0.0016  -0.0045

The program warned: the cutoff lies below the one the program advises for these potential files; the forces do not sum to zero within the program's tolerance; empty levels may hold ghost states of the PAW files; the exchange-correlation potential is rough where the density is thin.
